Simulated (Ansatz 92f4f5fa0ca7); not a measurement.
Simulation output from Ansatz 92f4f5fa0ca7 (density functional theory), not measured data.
Periodic cell of 224 atoms, Si134O86N4, from a study of silicon, its oxide and their interface. The atomic structure is a simulated model.
This geometry differs little from another in the collection (a relaxation step or a small displacement).

Settings
functional: r2SCAN
potential files: Ansatz PAW
basis: plane waves
wave-function cutoff: 800 eV
density cutoff ratio: 5
exchange-correlation grid ratio: 1
k mesh: 1 x 1 x 1, shifted by 0.5 0.5 0 of a step
self-consistency stop: 1e-10 eV per atom in the density residual
occupations: fixed
spin: none
net charge: 0

Cell vectors (angstrom)
a  10.88  0  0
b  0  10.88  0
c  0  0  32.3759

Atoms: element, x, y, z (angstrom)
Si  0.2097  -0.0088  -0.0222
Si  2.5839  2.832  -0.046
Si  0.4006  5.157  -0.0375
Si  2.3112  8.513  -0.0382
Si  5.7585  -0.1191  -0.0762
Si  7.8339  2.9706  0.1132
Si  5.7543  5.31  -0.0755
Si  7.9313  8.4815  -0.0511
Si  1.4045  1.4044  1.3742
Si  4.1315  4.1195  1.1811
Si  1.3327  6.8501  1.2982
Si  4.0726  9.5806  1.1413
Si  6.7529  1.3908  1.4274
Si  9.5569  4.1175  1.2356
Si  6.8348  6.8755  1.2857
Si  9.4982  9.6436  1.2332
Si  -0.0233  2.7439  2.6596
Si  2.7687  0.0098  2.6374
Si  -0.0832  8.1926  2.6107
Si  2.7608  5.4763  2.5865
Si  5.3591  2.7555  2.6787
Si  8.1795  0.0479  2.6935
Si  5.3866  8.1924  2.5827
Si  8.2064  5.4947  2.6208
Si  1.3701  4.1206  3.9605
Si  4.041  1.3833  4.0364
Si  1.3526  9.5207  3.9381
Si  4.086  6.8115  3.9787
Si  6.8117  4.0975  3.9523
Si  9.5368  1.3801  4.0378
Si  6.7694  9.534  3.9695
Si  9.5008  6.8406  4.0231
Si  0.011  -0.0117  5.3474
Si  2.6729  2.7301  5.3661
Si  0.0101  5.4664  5.3353
Si  2.6937  8.16  5.3084
Si  5.4235  0.0161  5.3444
Si  8.1461  2.7289  5.3438
Si  5.4428  5.4325  5.3286
Si  8.1134  8.1699  5.3652
Si  1.3373  1.3481  6.7263
Si  4.0731  4.0681  6.6996
Si  1.3581  6.8198  6.6989
Si  4.0561  9.5076  6.6678
Si  6.7909  1.3553  6.7017
Si  9.524  4.0815  6.6747
Si  6.7809  6.769  6.7122
Si  9.5113  9.5215  6.7076
Si  -0.038  2.7111  8.0573
Si  2.7008  -0.0427  8.0498
Si  -0.0195  8.1454  8.0732
Si  2.712  5.448  8.0379
Si  5.4414  2.7057  8.0675
Si  8.1206  -0.0284  8.0626
Si  5.3888  8.1249  8.0251
Si  8.1625  5.3988  8.0512
Si  1.3259  4.1109  9.3755
Si  4.0968  1.285  9.3773
Si  1.3602  9.4772  9.4464
Si  4.0733  6.7711  9.4255
Si  6.8133  4.0592  9.4457
Si  9.448  1.3666  9.4043
Si  6.7794  9.408  9.3883
Si  9.4986  6.7592  9.4132
Si  -0.0793  -0.021  10.696
Si  2.7613  2.7517  10.6099
Si  -0.0548  5.4211  10.8055
Si  2.7032  8.0601  10.83
Si  5.4168  -0.1526  10.7318
Si  8.1171  2.6846  10.8585
Si  5.5185  5.4963  10.7909
Si  8.0847  8.0127  10.799
Si  1.2977  1.4717  11.8509
Si  4.1701  4.0577  11.9703
Si  1.3079  6.7235  12.2168
Si  4.1289  9.3584  12.1679
Si  6.7466  1.1776  12.0931
Si  9.4284  4.1453  12.2272
Si  6.8284  6.705  12.4074
Si  9.4427  9.4154  12.0244
Si  0.0087  2.7697  13.3532
Si  2.5799  -0.02  13.0138
Si  -0.1734  8.1135  13.4864
Si  2.7816  5.2665  13.3928
Si  5.4021  2.6091  13.3413
Si  8.1279  -0.1938  13.4731
Si  5.4863  8.1282  13.8107
Si  8.1323  5.2538  13.9535
Si  1.7042  3.6408  14.7375
Si  3.7001  1.3652  14.4433
Si  1.0233  9.8857  14.4124
Si  4.2322  6.3774  14.8457
Si  7.1295  3.0923  14.9611
Si  9.6485  1.2063  14.5089
Si  7.1019  9.3759  15.2421
Si  9.3319  7.0616  15.1267
Si  -6.5897  -1.3663  20.3034
Si  0.3756  6.9437  17.698
Si  5.6538  0.9217  16.6413
Si  -2.003  7.7027  19.5835
Si  13.0905  4.5029  17.5931
Si  -5.0218  2.2579  22.9696
Si  5.2939  4.221  16.784
Si  9.6174  -4.1891  22.2583
Si  6.4483  6.2807  18.6204
Si  -2.1341  1.9213  22.4937
Si  6.7891  6.9016  23.157
Si  14.3177  0.3425  22.6094
Si  4.6898  4.96  23.2859
Si  -6.118  6.7095  20.9967
Si  1.1699  1.2337  16.2969
Si  -2.974  9.2724  24.7668
Si  1.0565  1.6864  26.4169
Si  14.2675  -0.1518  18.0052
Si  0.6276  12.3335  21.4506
Si  2.8021  8.0226  29.3613
Si  -0.5691  3.9442  21.1027
Si  -0.1834  -2.5224  24.5743
Si  -1.5827  1.0211  27.3588
Si  2.7096  8.3736  16.5534
Si  6.6654  9.221  18.2416
Si  0.476  2.5469  18.7995
Si  -8.7222  10.219  25.1312
Si  12.7182  5.5044  28.0321
Si  -0.601  4.8814  29.5996
Si  -1.3177  1.8495  30.2953
Si  -1.4945  8.7961  27.079
Si  5.469  -4.2797  29.4055
Si  4.3016  1.5508  30.0267
Si  -3.3332  1.3557  25.0147
Si  3.0188  4.0794  25.8265
Si  4.3811  4.0712  28.3837
Si  -8.1493  10.7286  28.0275
Si  8.4366  7.2035  29.5302
O  -5.9648  2.8975  29.3554
O  -2.9554  1.393  26.5795
O  -2.2385  -3.1281  31.04
O  -0.2779  11.7214  31.0284
O  1.4791  3.9795  -0.4063
O  0.0232  5.7101  30.8489
O  1.249  9.6879  -0.4832
O  2.6791  7.764  -1.4317
O  5.324  0.739  30.9746
O  1.6677  1.0558  27.7941
O  -0.4658  2.0505  26.7858
O  8.274  2.0348  31.2326
O  5.2649  6.0643  30.93
O  6.8205  9.5951  31.8051
O  6.8771  7.3289  29.1783
N  2.3883  2.139  15.3641
N  0.1154  11.156  15.2982
O  -2.7329  9.0141  18.9353
O  5.1437  5.1008  15.3929
O  1.4655  4.44  16.1454
N  6.0577  2.6783  16.3839
O  7.8885  -4.4562  19.3502
O  8.4352  2.1113  15.2756
O  4.7456  0.4697  15.3633
O  5.6852  9.7003  19.4684
O  8.2318  8.2078  15.6418
O  10.3002  6.6284  16.3958
O  6.1905  18.5759  17.8335
O  3.8328  4.3673  17.478
O  2.24  -1.7067  15.2534
O  3.7844  9.301  17.3206
O  -6.4607  1.615  22.6471
O  3.1382  -0.5086  19.549
O  3.4041  6.9707  16.149
O  -0.8707  0.9868  21.984
O  1.4147  5.7874  18.1986
O  -5.6007  5.9311  19.6851
O  -4.7882  7.2735  21.7414
O  -0.4957  5.5063  21.456
O  -3.8858  8.2728  23.9373
O  -1.4318  -1.523  24.2201
O  4.6119  0.9168  17.8929
O  12.2465  -2.697  17.413
O  11.51  1.2926  19.8229
N  -4.2174  -0.6078  16.7905
O  1.9302  0.7235  22.0808
O  10.3071  3.6031  19.493
O  6.4314  5.0256  17.6178
O  15.1614  -0.7514  21.7795
O  14.7627  -2.9252  20.4627
O  1.8954  13.7965  25.8069
O  -9.5663  8.9678  24.5433
O  -2.6548  6.1829  22.9309
O  -6.9073  5.7539  22.0463
O  2.0345  0.3404  17.3188
O  1.0826  0.5385  25.2813
O  -8.978  14.1681  18.6182
O  -3.6507  10.7067  24.6196
O  -0.5916  7.39  18.8889
O  6.832  4.1329  31.8929
O  10.1524  3.3248  29.9981
O  3.6098  4.4071  24.358
O  8.9721  3.372  21.8132
O  11.5592  -7.805  21.7241
O  5.7486  16.8555  23.9884
O  5.6147  14.6913  22.6171
O  -6.9163  0.5727  28.7777
O  -1.8323  1.2047  28.925
O  -2.0819  -8.9709  24.1222
O  -10.7479  2.0759  17.2681
O  7.1489  12.4921  22.169
O  2.3138  -1.3584  29.0133
O  2.2794  5.384  26.47
O  3.0515  2.0301  30.9652
O  4.2075  3.604  26.8357
O  -1.0728  -0.5114  27.1504
O  -0.4454  18.8394  26.1429
O  -7.578  10.6073  24.0847
O  5.4069  -5.5664  28.4273
O  2.913  4.6067  28.881
O  1.8623  -3.8437  28.5074
O  2.9304  -0.8412  26.5599
O  11.2259  4.954  28.2917
O  -2.927  8.7686  26.313
O  6.2173  2.1671  24.568
O  -0.2723  -3.6864  23.448
O  -1.6617  -3.0367  21.172
O  4.3495  -3.1804  29.0077
O  9.3007  8.1392  28.5354
O  -2.0061  5.6472  29.3326

Results
free energy: -136305.260 eV
free energy less fixed offsets of N -386.36, O -570.45, Si -639.56 eV per atom: -0.080 eV

Forces (eV/angstrom), in the order of the atoms: element, x, y, z
Si  0.002  0.0035  -0.0114
Si  -0.034  0.0078  0.0366
Si  0.0139  -0.0275  0.0313
Si  -0.0104  -0.0107  -0.0096
Si  -0.0018  0.0243  -0.0173
Si  -0.0155  -0.0066  -0.0001
Si  -0.007  -0.0038  -0.0102
Si  0.0063  -0.006  -0.0241
Si  -0.0046  0.0124  -0.003
Si  -0.0079  -0.0006  0.0076
Si  0.0057  0.0007  -0.005
Si  0.0023  0.0027  -0.0016
Si  -0.0076  0.0024  -0.01
Si  0.0144  -0.0124  -0.0042
Si  0.0026  -0.0053  -0.0041
Si  0.0094  -0.0014  -0.0009
Si  0.0151  0.0243  -0.0168
Si  -0.0091  -0.0033  -0.0089
Si  0.0008  -0.0027  -0.0076
Si  -0.0081  -0.0154  -0.0108
Si  0.0007  0.0039  -0.0118
Si  -0.0009  -0.003  -0.0003
Si  -0.0005  -0.0054  -0.0035
Si  -0.0018  -0.0036  -0.0041
Si  -0.0023  -0.0037  -0.0036
Si  0.0037  -0.0003  0.0051
Si  0.0017  -0.0005  0.0081
Si  0.0006  0.0036  0.002
Si  -0.0052  0.0079  0.0099
Si  -0.0071  -0.0002  -0.0005
Si  0.0061  -0.0015  0.0098
Si  -0.0024  -0.0019  0.0057
Si  0.0064  0.0022  0.0064
Si  -0.0047  0.0072  0.003
Si  0.0003  0.0005  0.0022
Si  0.0036  -0.0052  0.0052
Si  0.0021  -0.0007  0.0038
Si  0.0009  -0.0006  0.0056
Si  0.0022  -0.0043  0.0031
Si  -0.0003  0.0018  0.0004
Si  -0.0022  -0.0038  -0.0014
Si  -0.001  -0.0012  -0.0008
Si  -0.0027  0.0007  -0.0016
Si  -0.001  0.003  -0.0021
Si  0.0011  0.0006  -0.0015
Si  0.001  0.003  0.0012
Si  -0.0009  -0.0029  -0.0015
Si  -0.0071  -0.0044  -0.0007
Si  -0.0004  0.0012  0.0009
Si  -0.0009  0.0003  0.0005
Si  0.0027  0.0032  0.0035
Si  0.0001  -0.0012  0
Si  0.0008  0.0005  -0.0001
Si  0.0007  0.0002  0.0008
Si  0.0013  -0.0021  -0.0031
Si  -0.0016  -0.0015  -0.0002
Si  -0.0054  0.0008  -0.0062
Si  0.0017  -0.0083  -0.0065
Si  -0.0007  0.0005  -0.0024
Si  -0.0042  0.0008  -0.0014
Si  0.0012  0.0032  -0.0046
Si  -0.0046  0.0005  -0.0013
Si  0.0062  -0.0035  -0.001
Si  -0.0022  -0.0015  -0.0023
Si  0.0009  0.0022  -0.0066
Si  0.0036  0.0115  -0.0034
Si  -0.0026  0.0009  -0.0038
Si  -0.0061  -0.006  -0.0032
Si  -0.0059  0.0068  -0.0011
Si  -0.001  -0.0091  -0.0077
Si  0.0086  0.0021  -0.0004
Si  0.0043  0.001  -0.0035
Si  -0.0121  -0.004  0.0176
Si  0.0014  -0.0097  0.0118
Si  -0.0027  0.001  0.001
Si  0.0099  -0.0055  0.0057
Si  0.0085  -0.0008  0.0061
Si  -0.0043  0.0112  0.0028
Si  0.0019  0.0032  -0.0021
Si  -0.0029  0.0043  0.0028
Si  0.0241  -0.011  -0.0061
Si  -0.0132  0.0094  0.0182
Si  0.0024  0.0018  0.003
Si  -0.0089  -0.0022  -0.0004
Si  -0.0022  -0.0081  0.0031
Si  -0.0023  -0.0098  0.0031
Si  -0.0057  0.0028  -0.001
Si  -0.004  -0.0103  -0.0055
Si  -0.0006  0.0128  0.0194
Si  -0.0039  0.0045  -0.0035
Si  -0.0018  -0.001  0.0009
Si  -0.0037  -0.0097  0.0183
Si  -0.0086  0.0067  0.006
Si  -0.0111  -0.0129  0.027
Si  0.0121  -0.0014  0.0031
Si  0.0079  0.0031  0.0201
Si  0.0006  -0.0035  0
Si  0.0003  0.0005  0.0228
Si  -0.0017  -0.0064  0.0323
Si  -0.0056  0.0025  0.0042
Si  -0.0054  0.0003  0.0227
Si  0.002  -0.0003  0.0057
Si  0.0015  0.0125  0.0271
Si  -0.0055  -0.0008  -0.0017
Si  -0.002  0.0006  0.0154
Si  -0.0009  -0.0046  0.0047
Si  -0.0022  0.0027  -0.0013
Si  0.0015  -0.0046  0.0002
Si  0.0029  0.0042  -0.0044
Si  0.0038  0.007  0.0019
Si  -0.0141  0.0015  0.0394
Si  0.0007  0.0037  0.0003
Si  -0.0008  -0.0019  -0.0049
Si  -0.0053  -0.005  0.024
Si  -0.0008  0.0066  0.0066
Si  -0.0023  0.0064  -0.0254
Si  0.0051  -0.0008  0.0064
Si  -0.0063  0.003  0.0036
Si  0.0061  -0.0026  -0.0112
Si  0.0064  0.0038  0.0197
Si  0.0012  -0.008  0.0285
Si  -0.002  -0.004  0.0142
Si  -0.0017  0.0045  -0.0011
Si  0.0019  -0.0035  -0.0135
Si  0.0035  -0.0109  -0.0197
Si  0.0013  0.0098  -0.0227
Si  0.0008  0.0043  -0.0117
Si  -0.004  -0.0029  -0.0228
Si  -0.0014  0.0078  -0.028
Si  0.0039  0.0005  -0.0017
Si  -0.0036  0.0028  0.0024
Si  0.0004  -0.0027  -0.0118
Si  -0.0038  0.0017  -0.0066
Si  0.0029  -0.0009  -0.0238
O  -0.0047  -0.0016  0.0108
O  -0.0051  0.0016  0.0043
O  -0.0083  0.0062  0.0306
O  0.0043  -0.0083  0.0187
O  0.0324  0.0195  -0.0801
O  -0.0168  0.0132  0.0339
O  -0.0063  0.0026  0.0023
O  0.0027  0.0011  0.021
O  0.0243  -0.0213  0.0158
O  0.0023  0.0016  0.0061
O  -0.0001  0.0012  0.0049
O  -0.0033  0.0028  0.0151
O  0.0025  -0.0044  0.0296
O  -0.0008  -0.0032  0.0306
O  0.0015  0.0012  0.0069
N  0.0104  -0.0055  -0.0319
N  0.0132  -0.0007  -0.013
O  -0.0006  0.0003  -0.0108
O  -0.0028  0.0113  -0.0137
O  0.0038  -0.01  -0.0175
N  0.0006  -0.0127  -0.0108
O  0.0008  0.0013  -0.0061
O  0.004  0.0044  -0.0063
O  -0.0092  0.0144  -0.0162
O  0.0006  0.0011  -0.0138
O  -0.0032  -0.0008  -0.0055
O  -0.0137  0.0001  -0.022
O  -0.003  0.0029  -0.0152
O  -0.0013  -0.0012  -0.0203
O  -0.0085  0.0093  -0.0202
O  -0.0039  -0.004  -0.0158
O  0.0011  0.0031  0.0011
O  -0.0008  -0.0018  -0.0113
O  0.0021  -0.0067  -0.016
O  -0.0004  0.0004  0
O  0.0008  0.0043  -0.0093
O  -0.0045  -0.0019  -0.0077
O  0.0048  -0.0018  -0.0013
O  0.0028  0.0007  -0.0041
O  0.0007  0.0002  -0.0009
O  -0.002  0.0012  0.0012
O  0.0036  0.0062  -0.0141
O  0.0011  -0.0009  -0.0143
O  0.0029  -0.0034  -0.0047
N  -0.0033  0.0057  -0.0248
O  0.0033  -0.0018  -0.0026
O  -0.0036  0.0077  -0.0024
O  0.0011  -0.0121  -0.0155
O  0.0009  0.007  0.0077
O  0.0011  0.0028  -0.0065
O  -0.0002  0.0001  0.0027
O  0.0007  -0.006  0.0014
O  -0.001  -0.0003  -0.001
O  -0.0087  -0.0033  0.0032
O  0.0001  0.0018  -0.0154
O  0.0032  -0.0042  -0.0008
O  0.002  -0.0015  -0.0085
O  -0.0006  0.0001  0.0008
O  0.0035  -0.0016  -0.0133
O  0.0091  0.0177  -0.0064
O  -0.0001  -0.001  0.0116
O  0.0039  0.002  -0.0062
O  -0.0011  0.0015  0.0019
O  -0.0009  0.0019  -0.0057
O  -0.0008  0.0031  0.0058
O  0.0018  0.0039  -0.0026
O  0.0023  -0.0005  0.0057
O  0.0043  -0.0009  0.0149
O  0.0041  0.003  0.0062
O  0.0049  -0.0062  -0.0202
O  0.0007  0  -0.0056
O  0.0014  -0.0009  0.0091
O  0.0042  -0.0016  0.0006
O  0.0094  -0.0026  0.034
O  0.0021  -0.0016  0.0022
O  0.0016  0.0013  0.0029
O  0.0027  -0.0079  0.0025
O  0.0033  -0.0001  0.0046
O  0.001  0.0071  0.0164
O  0.0016  0.0015  0.0078
O  0.003  -0.0002  0.0096
O  0.0029  -0.0056  -0.0019
O  -0.0006  0.0012  0.0098
O  -0.0058  0.0006  0.0025
O  -0.0014  0.0022  0.0039
O  0.0015  0.0006  0.003
O  0.0024  0.0023  0.0038
O  0.003  -0.0016  0.0109
O  -0.0052  -0.0019  0.0169
O  -0.0059  0.0026  0.0047

The program warned: the cutoff lies below the one the program advises for these potential files; the forces do not sum to zero within the program's tolerance; empty levels may hold ghost states of the PAW files; the exchange-correlation potential is rough where the density is thin.
